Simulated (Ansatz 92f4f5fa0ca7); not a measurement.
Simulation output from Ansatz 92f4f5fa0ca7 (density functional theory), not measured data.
Periodic cell of 226 atoms, Si134O92, from a study of silicon, its oxide and their interface. The atomic structure is a simulated model.
Doubt: the cutoff is far below the 930 eV that the study's wrapper takes by default for these files, so forces and energies are approximate.
This geometry differs little from another in the collection (a relaxation step or a small displacement).

Settings: functional PBE; potential files Ansatz PAW; basis plane waves; wave-function cutoff 580 eV; density cutoff ratio 5; exchange-correlation grid ratio 1; k mesh 1 x 1 x 1, Gamma-centred; self-consistency stop 5e-08 eV per atom in the density residual; occupations fixed; spin none; net charge 0.

Cell vectors (angstrom)
a	10.938	0	0
b	0	10.938	0
c	0	0	32.1733

Atoms: element, x, y, z (angstrom)
Si	0.2351	10.7077	24.71
Si	5.7303	10.7557	24.6915
Si	2.5331	3.1357	24.7426
Si	7.91	3.0079	24.7808
Si	0.1967	5.3105	24.6249
Si	5.6797	5.2694	24.7298
Si	2.4274	8.4146	24.7055
Si	8.0016	8.5169	24.6389
Si	1.3989	1.4129	25.9549
Si	6.8052	1.3912	26.0809
Si	4.0903	4.2005	26.1184
Si	9.5672	4.1502	25.9949
Si	1.2974	6.8636	26.0455
Si	6.8702	6.8832	25.9684
Si	4.0998	9.5703	25.9489
Si	9.5651	9.6101	26.0398
Si	2.7523	0.0233	27.3504
Si	8.2039	0.0327	27.4093
Si	-0.0148	2.7326	27.3571
Si	5.4223	2.7465	27.4215
Si	2.6989	5.5408	27.4275
Si	8.2131	5.512	27.3758
Si	-0.0523	8.214	27.4106
Si	5.4531	8.199	27.3564
Si	4.1018	1.3673	28.755
Si	9.5708	1.3673	28.755
Si	1.3673	4.1018	28.755
Si	6.8362	4.1018	28.755
Si	4.1018	6.8362	28.755
Si	9.5708	6.8362	28.755
Si	1.3673	9.5708	28.755
Si	6.8362	9.5708	28.755
Si	0	0	30.1223
Si	5.469	0	30.1223
Si	2.7345	2.7345	30.1223
Si	8.2035	2.7345	30.1223
Si	0	5.469	30.1223
Si	5.469	5.469	30.1223
Si	2.7345	8.2035	30.1223
Si	8.2035	8.2035	30.1223
Si	1.3673	1.3673	31.4895
Si	6.8362	1.3673	31.4895
Si	4.1018	4.1018	31.4895
Si	9.5708	4.1018	31.4895
Si	1.3673	6.8362	31.4895
Si	6.8362	6.8362	31.4895
Si	4.1018	9.5708	31.4895
Si	9.5708	9.5708	31.4895
Si	2.7345	0	0.6835
Si	8.2035	0	0.6835
Si	0	2.7345	0.6835
Si	5.469	2.7345	0.6835
Si	2.7345	5.469	0.6835
Si	8.2035	5.469	0.6835
Si	0	8.2035	0.6835
Si	5.469	8.2035	0.6835
Si	4.1018	1.3673	2.0507
Si	9.5708	1.3673	2.0507
Si	1.3673	4.1018	2.0507
Si	6.8362	4.1018	2.0507
Si	4.1018	6.8362	2.0507
Si	9.5708	6.8362	2.0507
Si	1.3673	9.5708	2.0507
Si	6.8362	9.5708	2.0507
Si	0	0	3.418
Si	5.469	0	3.418
Si	2.7345	2.7345	3.418
Si	8.2035	2.7345	3.418
Si	0	5.469	3.418
Si	5.469	5.469	3.418
Si	2.7345	8.2035	3.418
Si	8.2035	8.2035	3.418
Si	1.4212	1.305	4.7016
Si	6.8444	1.3418	4.8359
Si	4.0962	4.0966	4.7768
Si	9.5854	4.0829	4.801
Si	1.3664	6.8251	4.8251
Si	6.9131	6.7718	4.7349
Si	4.1346	9.5398	4.7946
Si	9.5616	9.5497	4.7819
Si	2.706	-0.0575	6.1324
Si	8.1867	-0.0914	6.2169
Si	0.0599	2.6411	6.0297
Si	5.4241	2.715	6.1734
Si	2.7291	5.4328	6.1932
Si	8.2318	5.4485	6.2129
Si	-0.0516	8.1698	6.1859
Si	5.5447	8.1097	6.0616
Si	3.7948	1.5438	7.444
Si	9.8797	1.0803	7.3642
Si	1.5759	3.761	7.425
Si	6.5528	4.3495	7.4504
Si	4.3779	6.6107	7.4218
Si	9.3898	7.0023	7.6226
Si	1.1022	9.7542	7.473
Si	7.0681	9.1593	7.511
O	5.4536	5.4768	7.9791
O	0.0243	-0.0202	7.9736
O	2.7069	2.6811	7.9709
O	8.2244	8.1039	8.0842
O	1.3364	9.568	24.2165
O	6.768	4.1006	24.2533
O	6.8607	9.6423	24.1877
O	1.3664	4.1976	24.2018
O	6.1583	9.6335	8.8144
O	0.7731	4.3204	8.7346
O	1.6847	9.0225	8.8341
O	7.2386	3.7233	8.8137
O	10.1305	6.407	9.0017
O	4.3175	0.7398	8.7872
O	3.8391	7.4716	8.7107
O	9.2983	1.9789	8.6137
O	5.1509	0.5908	23.3542
O	8.5679	2.2885	23.4674
O	10.5031	5.9879	23.2449
O	4.9798	5.9211	23.3933
O	8.7106	7.9519	23.2564
O	3.4694	2.7153	23.4546
O	2.8963	7.5813	23.3676
O	10.4335	0.3403	23.3586
Si	5.5051	8.0552	14.0086
Si	4.4067	10.1003	11.8124
Si	8.4101	8.5257	17.3677
Si	3.4648	6.6087	17.8523
Si	7.2066	4.0678	13.9587
Si	0.1719	4.0009	15.8298
Si	7.4009	5.8264	20.2568
Si	4.2587	1.6564	22.5116
Si	1.9545	6.2254	11.8933
Si	2.5824	0.8488	20.2065
Si	5.1921	0.0252	18.9448
Si	7.8665	2.3067	9.3133
Si	9.1243	3.2533	11.627
Si	10.8067	5.1318	9.802
Si	0.2719	6.8466	14.4322
Si	5.245	8.0437	20.0034
Si	9.5108	1.3763	22.5196
Si	2.8881	8.3432	9.6913
Si	7.9826	1.0897	20.1169
Si	4.3651	3.8006	18.1802
Si	6.1752	3.2563	20.4144
Si	10.5304	1.6632	13.6797
Si	2.4307	0.2452	14.0434
Si	9.6871	4.7655	18.5224
Si	2.1162	8.6504	15.9677
Si	0.344	3.0286	20.4435
Si	8.2324	6.8285	14.7886
Si	1.1546	9.9806	18.4344
Si	10.2757	7.6058	19.4813
Si	8.0569	1.2775	15.2042
Si	2.467	5.0701	20.1482
Si	3.0082	2.9615	15.7012
Si	6.0433	9.9898	16.2955
Si	4.2832	5.1245	13.6437
Si	9.5239	6.9048	22.305
Si	3.9388	6.7382	22.4478
Si	5.6855	0.1333	9.4421
Si	9.6323	0.3537	17.5727
O	8.536	0.4836	21.5365
O	1.8793	10.3747	19.827
O	10.5107	2.3874	21.7157
O	8.8299	8.0855	18.8746
O	4.3993	5.3033	17.5052
O	4.6663	6.6528	14.1357
O	8.0365	2.2657	10.9261
O	1.4544	1.9735	19.9044
O	5.7074	4.347	13.3328
O	10.1938	3.4263	19.304
O	3.9207	0.9871	19.2824
O	7.1174	7.7489	14.0193
O	3.6482	9.5237	10.4941
O	0.5221	5.3739	15.0527
O	8.3328	4.0646	12.7858
O	4.7018	7.8108	21.5124
O	9.5961	4.2582	10.4418
O	6.6118	0.6628	19.3872
O	2.9777	7.3121	16.4503
O	3.0763	0.825	21.75
O	0.6677	8.0252	15.503
O	7.2657	2.661	14.8069
O	3.3988	11.0146	12.7255
O	5.2112	2.4624	21.4631
O	0.8728	0.6433	13.6612
O	4.3393	7.6369	18.7279
O	2.511	9.707	14.7647
O	0.8095	5.3863	11.1083
O	9.1346	0.8586	14.0319
O	9.1438	0.6635	19.0803
O	8.5772	7.3048	16.3143
O	5.0796	8.8745	12.6634
O	5.1944	9.0369	15.2844
O	0.3826	8.6153	18.8024
O	2.9692	1.5195	14.9268
O	2.2714	6.1268	18.894
O	5.0797	10.7934	17.3234
O	10.6015	2.8767	14.7707
O	8.9381	1.4569	16.5901
O	6.8507	1.1263	8.9177
O	3.3596	3.8736	19.477
O	3.4934	4.1822	14.7203
O	6.6493	7.2248	19.9004
O	2.2121	9.5885	17.2848
O	1.2798	6.988	13.1656
O	9.9791	4.3713	16.9549
O	9.6427	6.9663	13.9692
O	2.3797	7.3677	10.8542
O	3.1748	5.7205	21.448
O	6.9546	11.023	15.4098
O	1.5806	3.3959	16.4003
O	10.3777	2.3828	12.2184
O	8.4762	5.9658	21.4782
O	6.8654	9.0065	17.3128
O	10.5439	6.0914	18.9442
O	5.744	3.2486	18.8289
O	8.1359	5.1539	18.929
O	5.2407	9.6487	19.8832
O	7.6476	5.3104	14.9257
O	10.3496	7.6989	21.118
O	3.2457	5.3148	12.3699
O	4.0181	2.7836	16.9624
O	0.3147	11.2233	17.7491
O	9.2823	9.8275	16.9362
O	5.5634	0.0817	11.0815
O	7.7006	2.664	20.4594
O	1.1169	4.4245	20.7845
O	6.2445	4.8264	20.8314

Results
free energy: -137510.244 eV
free energy less fixed offsets of O -568.88, Si -635.61 eV per atom: -1.544 eV

Forces (eV/angstrom), in the order of the atoms: element, x, y, z
Si	-0.0047	0.0366	0.0443
Si	-0.0164	0.0053	0.0074
Si	0.0059	-0.0244	0.0503
Si	0.0185	-0.0109	0.0324
Si	-0.0063	-0.0138	0.0279
Si	-0.0175	0.0185	0.045
Si	0.046	-0.0041	0.0242
Si	0.0056	-0.0329	0.0663
Si	-0.006	0.0165	-0.0106
Si	0.0068	0.0066	-0.0109
Si	-0.0037	0.0029	-0.0261
Si	0.0106	-0.0048	-0.0017
Si	0.0103	-0.0059	0.0007
Si	0.0041	0.0197	-0.0132
Si	-0.0107	-0.0101	0.0003
Si	-0.0116	-0.0027	-0.0232
Si	0.011	0.0115	0.012
Si	0.0139	0.0108	0.0224
Si	-0.0032	-0.0143	-0.0034
Si	-0.0146	-0.0102	0.021
Si	0.0043	0.0096	0.0177
Si	0.0014	0.0046	0.0164
Si	-0.0158	-0.0087	0.0259
Si	-0.0098	-0.0104	0.0055
Si	-0.1675	-0.1087	0.2322
Si	0.1217	0.1542	0.1254
Si	-0.1378	-0.0405	-0.1082
Si	0.0643	0.1356	-0.1447
Si	0.0553	0.3017	0.2157
Si	-0.132	0.0177	0.3426
Si	0.045	0.1271	-0.2548
Si	-0.1082	-0.043	-0.1642
Si	0.0365	0.0497	-0.0203
Si	-0.0039	-0.0083	-0.016
Si	-0.0095	-0.0584	-0.0176
Si	0.0712	0.0095	-0.0188
Si	-0.0221	-0.0385	-0.003
Si	0.0085	0.0084	-0.0207
Si	0.1226	0.0275	-0.0015
Si	0.0097	-0.0601	0
Si	-0.0164	0.0162	-0.0042
Si	-0.0241	0.0097	-0.0371
Si	-0.0004	-0.0074	-0.0182
Si	-0.0229	0.016	-0.0183
Si	-0.0178	0.0188	-0.0383
Si	-0.0205	0.0266	-0.0071
Si	-0.0427	0.0201	-0.0138
Si	-0.0151	0.008	-0.0153
Si	0.0437	-0.0017	0.0338
Si	0.0046	0.0249	0.0187
Si	-0.0152	0.0001	0.0133
Si	0.0544	-0.0662	-0.0001
Si	0.0156	-0.0038	0.0223
Si	0.0425	-0.0262	0.0301
Si	0.0522	-0.0728	0.0035
Si	-0.021	0.008	0.0128
Si	0.0035	0.1051	-0.0112
Si	-0.0026	-0.0283	0.0259
Si	-0.0167	-0.0434	0.0229
Si	-0.1317	-0.0308	-0.0078
Si	0.0097	0.0068	0.0329
Si	-0.0164	0.088	-0.0192
Si	-0.1022	-0.0051	-0.0125
Si	-0.0055	-0.0334	0.0194
Si	-0.1622	-0.302	-0.3057
Si	0.0696	0.0467	0.1701
Si	0.2321	0.0343	-0.3839
Si	-0.0762	-0.1131	0.2745
Si	0.018	0.0239	0.1807
Si	0.0717	-0.2187	-0.1754
Si	-0.027	-0.1027	0.2208
Si	0.1774	-0.0329	-0.3582
Si	-0.0257	0.0144	0.0103
Si	-0.0087	0.0061	0.0103
Si	-0.0088	0.0103	-0.0073
Si	-0.0054	0.0068	0.0078
Si	-0.0059	0.0042	0.012
Si	-0.0069	0.016	0.0099
Si	-0.0025	0.0082	0.004
Si	-0.0248	0.0181	-0.0045
Si	0.0104	-0.0354	-0.0186
Si	0.0055	-0.0078	0.0165
Si	0.007	0.0028	0.0126
Si	0.0237	-0.0205	-0.0304
Si	-0.0069	0.0069	0.0317
Si	0.0298	-0.0156	-0.0179
Si	0.0322	-0.0308	-0.0199
Si	0.0021	-0.0023	0.0113
Si	0.0204	-0.0007	0.0259
Si	-0.0587	0.0177	-0.1012
Si	-0.0283	0.0582	-0.1461
Si	-0.0009	-0.0039	0.0137
Si	-0.0564	0.0094	-0.1132
Si	-0.0116	-0.011	0.0087
Si	0.0135	0.0009	0.0071
Si	-0.007	0.0407	-0.0705
O	0.044	-0.0381	0.0317
O	0.0549	-0.0518	0.0364
O	0.0416	-0.0477	0.0328
O	0.0299	-0.0262	0.0247
O	-0.007	-0.0055	-0.0326
O	0	-0.0003	-0.0356
O	0.0039	0.003	-0.0281
O	-0.0096	0.0092	-0.0286
O	-0.0219	0.0001	0.0311
O	0.0127	-0.0157	0.0488
O	-0.0062	0.0085	-0.0137
O	-0.0019	0.0186	-0.0081
O	0.0022	-0.0018	-0.0072
O	-0.0116	-0.0005	-0.0137
O	0.0142	0.0089	0.0441
O	0.0126	0.0325	0.0493
O	-0.008	0.0136	-0.0052
O	0.0112	-0.0109	-0.0075
O	-0.0215	0.021	-0.0222
O	-0.017	0.014	-0.0178
O	0.0179	-0.0133	-0.0344
O	0.0172	-0.0131	-0.0153
O	0.0044	-0.0108	-0.0126
O	-0.0147	0.0127	-0.0207
Si	-0.003	0.0062	0.0001
Si	0.0027	-0.0033	-0.0022
Si	0.0042	-0.0017	-0.0001
Si	0.0003	0.0046	0.0052
Si	0.0049	0.0053	0.01
Si	-0.005	0.0053	-0.0015
Si	0.0077	0.004	-0.0091
Si	-0.0062	0.0028	-0.0045
Si	0.0009	0.0151	0.0064
Si	-0.0035	0.0053	0.0007
Si	0.0035	0.0055	-0.0045
Si	-0.0184	-0.0173	0.0124
Si	0.0032	0.0118	0.0009
Si	-0.0481	0.0255	0.0269
Si	0.0002	0.0027	-0.002
Si	-0.0068	-0.0006	-0.0023
Si	0.003	-0.0008	-0.0149
Si	0.0019	0.0321	0.0247
Si	0.0014	-0.0067	-0.0071
Si	-0.0009	0.0007	0.001
Si	-0.0132	-0.0061	-0.0033
Si	-0.0023	0.0034	0.0104
Si	0.0063	-0.0012	0.0026
Si	0.001	0.0041	-0.0028
Si	-0.0013	0.0034	-0.0021
Si	0.001	-0.0001	-0.0046
Si	0.0032	-0.0015	0.0035
Si	-0.0025	0.0003	-0.0029
Si	0.001	0.0006	0.0039
Si	-0.0025	0.0025	0.0013
Si	-0.0008	0.0067	0.006
Si	-0.0001	0.0045	0.0024
Si	-0.0003	0.0038	-0.0013
Si	-0.0035	0.0029	0.0096
Si	0.0053	0.0059	-0.0095
Si	-0.005	-0.0014	-0.0097
Si	0.0165	-0.0009	0.0144
Si	-0.0003	0.0059	0.0002
O	-0.0056	0.0034	0.0038
O	-0.002	-0.0018	0.0053
O	0.0019	0.0047	0.0076
O	-0.0029	0.0019	0.0045
O	0.001	0.0032	0.0007
O	0.0009	0	-0.0023
O	-0.0014	0.0008	0.0136
O	0.001	0.0004	0.0097
O	-0.0005	0.0015	-0.0071
O	-0.0058	0.0049	0.0014
O	0.0038	-0.0003	0.003
O	-0.0008	0.0009	-0.0031
O	0.0003	0.0052	-0.0057
O	-0.0025	-0.0092	0.0058
O	-0.003	-0.0025	-0.0041
O	0.0056	0.0034	0.0015
O	-0.0154	-0.0144	-0.0009
O	-0.0025	-0.0015	0.0053
O	0.0019	-0.0011	0.0022
O	-0.0024	0.0002	0.0012
O	0.0007	0.0049	0.0021
O	-0.0002	-0.0012	-0.0012
O	-0.0114	0.0104	0.0043
O	0.0135	0.0129	-0.0023
O	0.0014	0.0021	-0.005
O	-0.0033	-0.0017	0.0009
O	-0.0014	-0.0007	-0.0015
O	0.0226	0.0107	0.036
O	0.0002	0.0002	0
O	0.0028	-0.0015	0.0007
O	0.0003	0.0028	0.0012
O	0.0046	-0.0055	0.0012
O	0.0015	0.0034	0.0026
O	0.0051	0.0112	-0.0013
O	-0.0004	0.0016	-0.0019
O	0.0032	0.0024	-0.0012
O	0.0024	-0.0003	0.002
O	0.0018	0.0067	0.003
O	-0.0018	0.0002	-0.0008
O	-0.006	0.0091	-0.0039
O	0.0054	-0.0008	0.0002
O	-0.0023	-0.0028	0.0021
O	0.0004	0.0003	0.0077
O	0.001	0.001	0.0029
O	-0.0091	0.0082	0.018
O	0.0009	0.004	-0.0014
O	0.0038	0.0035	-0.0034
O	-0.0204	-0.034	0.0304
O	0	-0.0001	-0.0013
O	-0.0007	0.0005	0.0028
O	0.002	0.0009	-0.0017
O	0.0005	-0.0004	-0.0088
O	-0.0083	-0.0009	0.0025
O	-0.0007	0.0031	0.0001
O	-0.0032	-0.006	0.0023
O	-0.0019	0.0018	0.0011
O	0.003	-0.0019	0.0038
O	-0.001	0.0042	0.0071
O	-0.0011	0.003	-0.0052
O	-0.0003	-0.0005	-0.0039
O	0.0121	-0.0071	-0.0063
O	0.0009	0.0006	-0.0009
O	0.0043	-0.0015	0.0053
O	-0.0015	-0.0006	0.0029
O	-0.0033	0.0035	0.013
O	0.0034	0.0032	0.0091
O	0.0027	-0.0022	0.0031
O	-0.0001	0.0027	0.0089

The program warned: the cutoff lies below the one the program advises for these potential files; the exchange-correlation potential is rough where the density is thin.
